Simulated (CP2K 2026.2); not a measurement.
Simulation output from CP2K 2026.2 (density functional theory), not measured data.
Periodic cell of 444 atoms, Si328O116, from a study of silicon, its oxide and their interface. The atomic structure is a simulated model.
Doubt: the forces sum to 2.23 eV/angstrom along one axis rather than to zero, so they err by at least 0.0050 eV/angstrom per atom on average; the grid cutoff is modest.

Settings: functional PBE; method Gaussian and plane waves; basis set DZVP-MOLOPT-SR-GTH; pseudopotentials GTH-PBE; grid cutoff 350 Ry, relative cutoff 50 Ry; k points Gamma only; occupations fixed; spin none; net charge 0.

Cell vectors (angstrom)
a 16.4025 0 0
b 0 16.4025 0
c 0 0 30.4834

Atoms: element, x, y, z (angstrom)
Si 15.7022 0.7257 0.0542
Si 2.4993 2.8873 0.0084
Si 0.3205 5.2004 30.405
Si 3.1995 8.1273 0.169
Si 16.3597 10.9664 30.441
Si 2.8967 13.1918 0.068
Si 5.6021 16.1251 0.0677
Si 8.6027 2.3181 0.2307
Si 5.2082 5.7295 30.3581
Si 8.4161 7.9431 0.1518
Si 5.3454 11.178 30.4384
Si 8.2185 14.3377 30.2874
Si 10.9098 0.158 0.6063
Si 13.4209 2.9856 30.3238
Si 10.4734 5.7328 0.5062
Si 13.2829 8.3585 30.3912
Si 11.1065 10.6587 30.3128
Si 13.0345 14.2894 30.3801
Si 1.1804 1.4671 1.3805
Si 4.1023 4.1131 1.2635
Si 1.4056 6.9105 1.2604
Si 4.3241 9.6335 1.5268
Si 1.3845 12.1038 1.4735
Si 3.9696 14.9655 1.3141
Si 6.7883 1.3218 1.3781
Si 9.3608 4.0704 1.683
Si 6.7894 6.7795 1.3793
Si 9.5778 9.6004 1.3411
Si 7.037 12.419 1.1111
Si 9.4827 15.1195 1.6565
Si 12.2751 1.6904 1.5948
Si 14.9327 4.2715 1.2418
Si 12.2121 6.9375 1.4756
Si 14.8731 9.6199 1.2154
Si 12.1679 12.3986 1.1682
Si 14.8659 15.1805 1.1949
Si 16.2833 2.8709 2.7362
Si 2.603 16.3975 2.6464
Si 16.3485 8.2566 2.6038
Si 2.7438 5.5134 2.6936
Si 16.341 13.7001 2.5763
Si 2.7848 10.8596 2.8366
Si 5.4292 2.7556 2.6866
Si 8.083 0.0568 2.9053
Si 5.5788 8.195 2.8178
Si 7.9992 5.4653 2.9015
Si 5.4977 13.6459 2.6508
Si 8.2222 11.0124 2.656
Si 10.857 2.864 2.9847
Si 13.6314 0.112 2.7692
Si 10.8735 8.2921 2.8222
Si 13.6573 5.5898 2.737
Si 10.8558 13.6114 2.7612
Si 13.5858 11.0393 2.6261
Si 1.3375 4.1709 4.0887
Si 4.0198 1.3662 4.0109
Si 1.3161 9.5257 4.0895
Si 4.1013 6.8603 4.1211
Si 1.2842 15.028 4.0271
Si 4.1367 12.3086 4.1092
Si 6.7005 4.055 4.2123
Si 9.5146 1.3943 4.2429
Si 6.8995 9.6377 4.1096
Si 9.4929 6.8673 4.1514
Si 6.7365 15.0135 4.1684
Si 9.5234 12.2787 4.1549
Si 12.3213 4.2271 4.189
Si 15.0166 1.4378 4.1535
Si 12.287 9.6678 4.1147
Si 15.0505 6.9139 4.0776
Si 12.2522 15.0542 4.0873
Si 14.9886 12.3646 4.0108
Si 16.3888 16.3908 10.9619
Si 2.7145 2.7033 10.9795
Si 16.3783 5.4421 10.9486
Si 2.7155 8.1805 10.9446
Si 16.3937 10.9287 10.9248
Si 2.7182 13.6632 10.9341
Si 5.4536 16.3962 10.9405
Si 8.1895 2.7157 10.9408
Si 5.4527 5.4368 10.9657
Si 8.1995 8.1872 10.984
Si 5.4545 10.9377 10.9517
Si 8.1906 13.681 10.9548
Si 10.9209 0.0059 10.944
Si 13.6515 2.7215 10.9465
Si 10.9298 5.4439 10.9479
Si 13.666 8.1858 10.9379
Si 10.9376 10.9364 10.9685
Si 13.6666 13.6706 10.9579
Si 1.3587 1.328 12.3546
Si 4.1125 4.0443 12.3423
Si 1.362 6.7856 12.3081
Si 4.0993 9.5412 12.3
Si 1.3505 12.2922 12.2905
Si 4.097 15.0246 12.2965
Si 6.8327 1.3438 12.3086
Si 9.5834 4.0506 12.3108
Si 6.839 6.7841 12.3339
Si 9.5929 9.5515 12.3411
Si 6.8306 12.3074 12.3166
Si 9.5585 15.0531 12.3226
Si 12.288 1.3554 12.3259
Si 15.0181 4.0719 12.3245
Si 12.3164 6.7964 12.3011
Si 15.0455 9.5416 12.2849
Si 12.3025 12.3043 12.332
Si 15.0314 15.026 12.3416
Si 16.3729 2.6978 13.7018
Si 2.7489 16.3503 13.7073
Si 16.3727 8.1382 13.6503
Si 2.7321 5.413 13.6825
Si 0.0172 13.6533 13.6926
Si 2.7124 10.9102 13.6293
Si 5.4825 2.6634 13.7177
Si 8.207 0.023 13.7038
Si 5.4623 8.1652 13.6738
Si 8.2139 5.3852 13.6809
Si 5.4789 13.6997 13.6731
Si 8.2131 10.9433 13.6741
Si 10.9328 2.704 13.7245
Si 13.6458 16.3889 13.6998
Si 10.9837 8.1595 13.6821
Si 13.6412 5.4172 13.6982
Si 10.9262 13.687 13.6875
Si 13.6966 10.9097 13.6487
Si 1.3727 4.0353 15.0515
Si 4.1401 1.2684 15.0968
Si 1.3689 9.4923 14.9658
Si 4.109 6.7737 15.0438
Si 1.3982 14.9872 15.095
Si 4.0629 12.3211 14.9536
Si 6.8985 3.9871 15.0834
Si 9.5588 1.365 15.1206
Si 6.8535 9.5405 15.0013
Si 9.6225 6.7404 15.0032
Si 6.8532 15.06 15.0688
Si 9.5578 12.3332 15.055
Si 12.3053 4.0471 15.1115
Si 15.0019 1.3401 15.0829
Si 12.3872 9.5206 15.0344
Si 15.0192 6.7761 15.0489
Si 12.2777 15.0388 15.0829
Si 15.051 12.2619 15.025
Si 0.0053 16.3754 16.4119
Si 2.7072 2.6042 16.3983
Si 16.3844 5.3945 16.3978
Si 2.6791 8.119 16.3664
Si 0.0334 10.8478 16.3331
Si 2.7726 13.5985 16.4673
Si 5.5382 16.3648 16.546
Si 8.246 2.6966 16.5977
Si 5.5073 5.3729 16.3576
Si 8.2823 8.1499 16.2895
Si 5.4369 10.9644 16.2437
Si 8.2008 13.719 16.4615
Si 10.8948 16.3871 16.4969
Si 13.645 2.6704 16.5121
Si 10.9028 5.3812 16.4833
Si 13.7226 8.1456 16.4745
Si 11.0112 10.9438 16.3008
Si 13.6789 13.6364 16.3724
Si 1.3577 1.2703 17.8546
Si 4.1197 3.9711 17.6802
Si 1.3049 6.7567 17.7901
Si 4.0608 9.6091 17.5527
Si 1.3805 12.1264 17.7647
Si 4.1961 14.9244 17.8892
Si 6.9225 1.2984 18.017
Si 9.5924 4.0945 18.0369
Si 6.9872 6.716 17.6385
Si 9.6788 9.536 17.5935
Si 6.7039 12.3347 17.6622
Si 9.585 15.0247 17.9533
Si 12.1913 1.3686 17.922
Si 15.1254 3.9934 17.8289
Si 12.2754 6.765 17.8075
Si 15.2297 9.4769 17.8115
Si 12.3402 12.2566 17.7348
Si 15.054 14.9785 17.7301
Si 0.0513 2.6272 19.3584
Si 2.7574 16.2655 19.1734
Si 0.2092 8.1567 19.3863
Si 2.67 5.2709 18.9655
Si 0.0088 13.5412 19.0378
Si 2.7948 10.768 19.1707
Si 5.482 2.7653 19.1931
Si 8.2791 16.3327 19.5656
Si 5.4507 8.1287 18.594
Si 8.2737 5.6089 19.3736
Si 5.5015 13.5082 19.3893
Si 8.1689 10.9027 18.6605
Si 10.9086 2.7338 19.5523
Si 13.6197 16.3096 19.054
Si 10.9694 8.2713 19.1383
Si 13.7355 5.3972 19.073
Si 10.9935 13.5558 19.2121
Si 13.7888 10.8732 19.0002
Si 1.7876 3.8074 20.6452
Si 3.9466 1.4452 20.4344
Si 2.2101 8.9902 20.6793
Si 4.1714 6.73 19.8816
Si 1.5389 14.6324 20.4201
Si 3.7456 12.346 20.6965
Si 6.3682 4.6435 20.4649
Si 9.4804 1.4329 21.1007
Si 6.9156 9.3636 19.8345
Si 9.3487 7.5387 20.7178
Si 7.2637 14.4677 20.7543
Si 9.346 12.1542 20.1868
Si 12.8443 3.7899 20.5882
Si 14.8299 1.2494 20.5216
Si 12.6805 9.3782 20.4119
Si 14.7989 7.0182 20.4331
Si 12.5399 14.8381 20.5594
Si 14.7745 12.4898 20.3784
Si 3.6154 10.3328 23.103
Si 0.4386 6.501 27.6965
Si 9.4867 9.913 22.5572
Si 6.5057 10.4165 22.6318
Si 11.6534 0.2324 23.124
Si 0.8513 15.6075 25.2858
Si 12.0593 16.0444 26.06
Si 10.6814 11.4588 27.2836
Si 12.1975 10.5971 23.3851
Si 15.8438 15.4805 22.6964
Si 14.2762 5.2325 22.7799
Si 2.4054 3.8072 23.7204
Si 15.9269 12.7524 25.9266
Si 7.3 3.0789 22.9144
Si 7.5794 8.3085 27.6835
Si 2.8698 6.1238 25.8456
Si 8.9848 2.3708 27.8341
Si 8.513 13.4151 26.0078
Si 13.8969 4.9392 25.5823
Si 11.9495 8.8741 25.8637
Si 13.3648 2.0409 24.8968
Si 14.6886 12.5531 23.2889
Si 5.7015 5.7783 27.3176
Si 3.1008 9.2611 25.8861
Si 6.8896 13.406 23.4819
Si 15.8931 3.3631 24.4851
Si 10.0482 6.5502 26.5976
Si 13.1802 13.4762 27.2531
Si 3.5049 0.7574 28.4514
Si 0.7516 16.034 28.1272
Si 4.7 1.4834 23.432
Si 0.596 13.0255 28.4924
Si 3.8919 15.9591 25.7518
Si 1.6463 9.1675 28.4717
Si 5.573 13.3898 26.1442
Si 11.3813 4.1707 28.431
Si 7.9862 4.3768 25.6539
Si 14.0398 7.2788 27.4767
Si 5.6087 10.429 27.3013
Si 9.5165 15.7171 27.6365
O 14.4131 1.6854 30.1152
O 16.2903 0.6494 28.9992
O 3.0406 2.2057 29.0499
O 2.3048 16.0529 28.6493
O 16.1949 5.548 28.8425
O 1.4666 4.075 29.9934
O 4.1175 6.9223 29.9382
O 4.1534 5.8353 26.8058
O 0.5868 12.1992 27.054
O 2.9517 9.2577 29.4329
O 0.094 14.557 28.2656
O 15.6593 11.9788 24.5074
O 1.4564 5.8063 26.6179
O 5.6019 10.5521 28.9243
O 4.8825 0.3127 29.1788
O 6.54 4.9083 26.2067
O 5.742 5.1787 28.8497
O 3.5857 2.6682 23.7279
O 9.5361 6.8057 30.0936
O 7.7162 8.5859 29.28
O 1.0915 3.1166 24.4588
O 4.2671 12.3826 30.1489
O 6.8208 15.1692 29.9633
O 5.162 11.88 26.6273
O 4.6103 14.6691 26.5175
O 9.8057 1.192 30.297
O 12.9089 3.5626 28.7841
O 10.5447 2.8933 27.8484
O 11.0258 4.609 29.9412
O 10.9372 5.5401 27.5617
O 13.8434 7.4392 29.0919
O 10.426 11.234 28.8831
O 9.1749 14.7442 28.9205
O 12.2012 9.4874 29.7949
O 13.3562 13.8572 28.8152
O 11.9138 15.531 30.1947
O 2.7273 2.473 20.8141
O 1.9017 4.3445 22.2512
O 6.5397 4.1994 22.0401
O 5.2435 5.8505 20.7838
O 15.9594 12.3587 29.5745
O 3.2665 7.7075 20.8687
O 7.947 9.8262 23.1628
O 0.6814 14.9709 21.7777
O 2.6866 13.5894 20.9785
O 2.9919 10.3004 24.6268
O 3.8434 11.7356 22.2746
O 8.3492 2.3403 21.9059
O 6.2168 2.0604 23.5746
O 8.7546 0.7585 27.6531
O 12.9545 1.0087 26.0851
O 6.1412 10.1342 21.0677
O 5.1778 9.8014 23.3959
O 9.91 8.361 22.1377
O 7.8728 8.274 20.6112
O 6.8488 14.6326 22.3976
O 8.5056 13.3684 20.9363
O 5.6374 13.5357 24.521
O 13.2333 8.5147 26.7991
O 15.3471 4.0294 23.095
O 13.7945 2.4721 20.9687
O 12.3729 10.1651 21.8296
O 13.6719 8.1473 20.8923
O 15.132 6.3073 21.9078
O 12.2856 15.5473 22.0669
O 9.5788 10.9236 21.2656
O 11.035 10.0307 26.5694
O 13.1417 11.9615 23.5977
O 2.4408 9.5581 22.2472
O 4.4931 0.9045 21.9205
O 15.6068 7.327 26.9968
O 13.7722 5.8572 24.2216
O 12.6113 9.4325 24.4674
O 2.9239 7.7017 25.378
O 9.0229 7.6588 27.2469
O 8.265 13.308 24.3887
O 6.6722 12.0221 22.6949
O 10.3021 0.7554 22.3775
O 15.456 4.4022 25.7009
O 11.0684 7.4868 25.701
O 13.6229 13.6099 20.82
O 9.3672 12.1461 26.5782
O 14.511 12.7382 26.7175
O 0.1789 16.2294 23.955
O 14.8884 14.2113 23.195
O 0.613 0.1599 26.5847
O 4.5164 9.392 26.6777
O 2.9123 5.1253 24.5524
O 2.1201 13.1487 29.0585
O 0.1216 14.1907 25.5005
O 1.9094 9.6498 26.937
O 6.39 7.2508 27.3458
O 11.3337 15.9252 24.5799
O 7.0903 9.7329 26.9725
O 1.3464 7.5796 28.49
O 7.0706 13.5289 26.7807
O 11.0905 16.0884 27.3697
O 8.0276 3.8814 24.1161
O 12.5987 1.5341 23.5272
O 12.9575 3.5822 25.3731
O 10.553 10.6426 23.6032
O 13.5062 5.8297 26.8813
O 13.0407 14.7704 26.2734
O 14.999 2.0066 24.722
O 15.2521 11.9118 21.8866
O 2.4655 15.3972 25.1711
O 15.0781 0.2698 21.8726
O 3.7692 0.7804 26.8341
O 12.9246 4.6787 22.0233
O 8.3149 3.0674 26.5414
O 4.6453 0.2233 24.4741
O 9.1989 14.8486 26.2881
O 8.2157 2.8878 29.1901
O 9.1185 5.5554 25.698
O 11.9215 12.4798 27.047
O 0.4467 9.9918 29.1828
Si 16.3845 0.0117 5.4522
Si 2.6895 2.7418 5.4335
Si 16.3853 5.5242 5.4747
Si 2.7043 8.2013 5.48
Si 16.3572 10.9628 5.4101
Si 2.6978 13.6819 5.4158
Si 5.3633 0.0192 5.4673
Si 8.1319 2.7491 5.5645
Si 5.3925 5.4791 5.5371
Si 8.1861 8.2482 5.5276
Si 5.4843 10.9453 5.488
Si 8.1624 13.6675 5.5038
Si 10.913 16.3969 5.5112
Si 13.646 2.784 5.5173
Si 10.8953 5.5376 5.5228
Si 13.6571 8.2598 5.4574
Si 10.9114 10.9588 5.5261
Si 13.6418 13.6967 5.4469
Si 1.3464 1.3708 6.8255
Si 4.0367 4.0825 6.86
Si 1.3559 6.8425 6.8629
Si 4.091 9.5697 6.8347
Si 1.3435 12.3041 6.797
Si 4.0324 15.0368 6.8348
Si 6.7592 1.349 6.8667
Si 9.5372 4.1328 6.8749
Si 6.8016 6.853 6.8659
Si 9.5647 9.5862 6.8975
Si 6.8208 12.3007 6.8813
Si 9.5423 15.0258 6.864
Si 12.2869 1.3788 6.8569
Si 15.0381 4.136 6.8522
Si 12.298 6.8913 6.855
Si 15.0262 9.6061 6.8298
Si 12.2948 12.3333 6.8491
Si 15.0195 15.0474 6.8228
Si 16.3911 2.7349 8.2082
Si 2.6931 0.0043 8.213
Si 16.3864 8.2202 8.2027
Si 2.6968 5.4536 8.2364
Si 16.3855 13.6693 8.1852
Si 2.7135 10.9412 8.1849
Si 5.4172 2.7298 8.2297
Si 8.1627 16.394 8.2111
Si 5.4404 8.2079 8.2367
Si 8.17 5.4877 8.2378
Si 5.4275 13.6779 8.2046
Si 8.19 10.9424 8.2548
Si 10.9119 2.742 8.2137
Si 13.6615 0.0041 8.211
Si 10.9297 8.2176 8.2503
Si 13.6566 5.4905 8.2076
Si 10.9243 13.6761 8.2312
Si 13.6551 10.9539 8.2105
Si 1.3501 4.0733 9.6036
Si 4.0671 1.3527 9.5914
Si 1.3646 9.5668 9.5671
Si 4.0857 6.8104 9.5927
Si 1.3396 15.0288 9.5747
Si 4.0801 12.2948 9.5696
Si 6.8131 4.0883 9.5837
Si 9.5468 1.358 9.5657
Si 6.8274 9.5583 9.6096
Si 9.5611 6.8329 9.6029
Si 6.8088 15.0261 9.5776
Si 9.5671 12.3077 9.6075
Si 12.2976 4.0987 9.569
Si 15.0302 1.3623 9.583
Si 12.3057 9.5813 9.5956
Si 15.0357 6.8349 9.5731
Si 12.2992 15.0419 9.5894
Si 15.027 12.3104 9.5729

Results
total energy: -85943.854 eV
total energy less fixed offsets of O -438.35, Si -107.03 eV per atom: 10.586 eV

Forces (eV/angstrom), in the order of the atoms: element, x, y, z
Si 0.2189 -0.2596 -0.3583
Si -0.0071 -0.1534 -0.2875
Si -0.1283 0.2305 -0.3566
Si 0.0159 -0.0055 -0.1494
Si 0.0065 0.1758 -0.3203
Si -0.2145 0.1016 -0.4519
Si -0.1278 0.1953 -0.2212
Si 0.105 -0.0171 -0.5146
Si 0.0883 -0.1279 -0.4785
Si 0.0224 -0.0807 -0.4058
Si 0.1947 -0.2626 -0.1907
Si 0.1809 0.4286 0.0499
Si 0.0958 0.1518 -0.3504
Si 0.0907 0.0521 0.1522
Si -0.1827 -0.0661 -0.4336
Si 0.1109 -0.2085 -0.3633
Si -0.0949 0.1492 -0.3353
Si -0.087 0.0567 -0.2576
Si -0.0739 0.0683 -0.3049
Si -0.085 0.0547 -0.1373
Si 0.1571 -0.0647 -0.3267
Si -0.0725 0.0898 -0.3179
Si -0.0814 0.095 -0.1656
Si 0.0792 -0.13 -0.1609
Si 0.0586 -0.1139 -0.0486
Si 0.0432 0.0503 -0.0654
Si -0.0695 -0.0175 -0.2474
Si 0.0988 -0.0511 -0.1586
Si -0.1229 0.0591 -0.3105
Si -0.0968 -0.1345 -0.3088
Si 0.0252 0.1784 -0.3988
Si 0.1267 -0.0461 -0.2652
Si -0.0094 0.0787 -0.1511
Si 0.0621 -0.1025 -0.1178
Si 0.0293 -0.074 -0.1674
Si -0.089 0.1554 -0.1724
Si -0.0437 0.0977 0.05
Si 0.0365 0.103 -0.079
Si 0.0432 0.0128 -0.1406
Si -0.053 0.0032 -0.0342
Si -0.1456 0.0913 -0.1368
Si 0.0825 -0.0766 0.2199
Si 0.0201 0.0144 -0.0405
Si -0.1182 0.0564 0.2317
Si 0.0322 0.0774 0.2473
Si -0.0759 -0.1598 0.1856
Si -0.0182 0.0313 -0.1765
Si -0.0748 0.0094 -0.1474
Si 0.0835 0.0077 0.1758
Si 0.1181 0.034 0.0781
Si 0.0322 0.0772 0.1311
Si -0.0163 -0.1553 0.0047
Si 0.1076 -0.0953 0.1509
Si -0.1606 0.0757 -0.1091
Si -0.0451 0.0797 -0.0812
Si -0.05 -0.0035 0.0421
Si 0.0484 0.0874 0.0526
Si -0.0489 -0.058 -0.1438
Si 0.0476 -0.0171 0.0686
Si 0.0426 -0.0177 -0.0866
Si -0.0257 0.1693 0.0391
Si -0.0712 0.0251 -0.0404
Si 0.01 -0.1548 0.0095
Si 0.047 -0.0066 -0.0965
Si 0.0231 0.0485 -0.1023
Si 0.097 0.1083 -0.0479
Si -0.0725 -0.0453 0.0122
Si -0.0115 -0.119 -0.1738
Si -0.0872 -0.0335 -0.0757
Si -0.0892 0.0576 0.0618
Si 0.0012 0.0724 -0.1823
Si 0.0246 -0.0716 0.0283
Si 0.0106 -0.0204 0.0034
Si 0.0111 -0.0068 0.0176
Si 0.0085 -0.0199 0.0014
Si 0.0033 0.0058 -0.004
Si 0.0187 0.0039 -0.015
Si 0.0409 -0.0345 -0.0007
Si 0.0001 0.0012 -0.0005
Si 0.0144 -0.0108 0.002
Si 0.0218 0.002 -0.0054
Si 0.0142 -0.0117 0.0095
Si 0.0061 -0.0218 -0.0139
Si -0.0222 -0.0127 0.0115
Si 0.0004 -0.0101 0.0083
Si 0.0002 0.0201 0.0079
Si -0.0065 0.004 0.0029
Si 0.0261 0.0045 -0.0031
Si 0.0158 -0.0113 0.0038
Si 0.0189 -0.01 0.0091
Si -0.0015 0.0121 0.019
Si -0.0008 0.0567 0.0206
Si -0.0009 0.0261 -0.0007
Si 0.0099 0.0202 -0.0222
Si -0.02 -0.0168 -0.0209
Si -0.0079 0.012 -0.0226
Si -0.0175 -0.0026 -0.0055
Si -0.0335 0.0217 -0.0031
Si -0.0289 -0.009 -0.0021
Si -0.0193 0.037 0.0072
Si 0.0139 -0.0156 -0.0093
Si 0.0217 -0.0084 0.0051
Si -0.0022 0.0092 0.0008
Si 0.0025 -0.0098 0.0035
Si -0.0043 0.0432 -0.0096
Si -0.0279 -0.0152 -0.0274
Si -0.0157 -0.0221 0.0029
Si -0.0261 0.0029 0.0024
Si -0.0321 0.0597 -0.0244
Si 0.0868 -0.0585 0.0049
Si 0.0387 0.0534 -0.0073
Si 0.0196 -0.0526 -0.0156
Si 0.0208 -0.0377 0.0233
Si 0.0426 -0.0169 -0.0149
Si 0.0498 -0.02 0.0036
Si -0.0628 0.0051 -0.0067
Si -0.0287 0.0006 -0.0144
Si 0.0366 0.0404 0.0017
Si -0.0368 -0.0119 -0.0075
Si -0.018 -0.0157 -0.0039
Si 0.028 -0.0217 0.0146
Si 0.0139 -0.0107 -0.0065
Si 0.0289 -0.0879 0.002
Si -0.0092 0.0466 0.032
Si -0.0244 0.0181 -0.0081
Si 0.0267 -0.0499 -0.0025
Si 0.0516 0.0471 0.0238
Si -0.0537 0.0133 0.0303
Si -0.0585 -0.0372 -0.0175
Si 0.0641 0.0844 -0.0119
Si -0.0298 0.0086 0.0097
Si -0.0127 -0.0387 -0.0303
Si -0.1246 0.0057 0.0034
Si 0.0257 -0.0204 0.0499
Si 0.0406 0.042 -0.0198
Si -0.026 0.0135 -0.0129
Si 0.033 0.0122 0.0393
Si -0.0143 -0.0615 0.0458
Si -0.0168 0.0362 0.0234
Si 0.0099 -0.0529 0.0479
Si 0.0368 0.0812 0.0141
Si -0.0329 -0.0677 -0.0099
Si 0.0098 0.0177 0.0484
Si -0.0234 0.0083 0.0155
Si -0.0575 -0.0032 0.0346
Si 0.0644 0.0584 0.0451
Si 0.0304 -0.0387 0.0022
Si -0.0762 0.1097 0.0413
Si 0.0767 -0.0576 0.0308
Si 0.0983 -0.0823 0.1946
Si -0.013 -0.0133 0.0516
Si 0.0078 -0.0455 0.0671
Si 0.098 -0.1116 0.0482
Si -0.0009 -0.1229 0.0541
Si -0.0553 0.0135 -0.0107
Si -0.0258 0.0581 0.0893
Si 0.0099 0.0052 0.0844
Si -0.0143 0.046 0.1084
Si 0.0556 0.102 0.0418
Si -0.015 -0.0574 0.1671
Si -0.027 -0.021 0.0079
Si 0.026 -0.0567 0.0414
Si 0.148 0.1981 0.0848
Si -0.0484 -0.1912 -0.1669
Si 0.0167 0.0535 -0.0771
Si -0.0372 0.1074 -0.1931
Si 0.0306 -0.0562 -0.0368
Si -0.0056 -0.1726 0.0633
Si 0.0388 -0.0667 0.0358
Si -0.0173 0.0269 0.1397
Si 0.2146 0.0933 -0.1771
Si 0.1069 -0.1251 -0.1959
Si -0.17 0.1034 -0.1147
Si -0.1056 -0.0323 0.0528
Si -0.0755 0.1342 -0.0293
Si 0.0679 -0.044 0.0124
Si -0.0431 0.0452 -0.0684
Si 0.1109 -0.0574 0.0732
Si 0.0708 0.039 0.025
Si -0.0102 -0.0132 -0.0987
Si -0.0043 0.0394 0.246
Si -0.0634 -0.0845 0.164
Si -0.1642 -0.1055 0.2693
Si 0.1191 -0.0764 0.2053
Si -0.0541 0.0819 0.2047
Si 0.1493 0.0373 0.3041
Si -0.0313 0.1671 0.1823
Si -0.0408 -0.03 0.0077
Si 0.0333 0.0486 0.0981
Si -0.1775 -0.1413 0.3953
Si -0.0675 -0.1173 0.2583
Si -0.0054 -0.0344 0.1144
Si 0.1976 -0.0503 0.104
Si 0.0913 -0.1373 0.2468
Si 0.1886 0.1411 0.4104
Si 0.0055 -0.0261 0.1156
Si -0.0106 -0.0363 0.2441
Si -0.1762 0.1439 0.3472
Si -0.0544 0.0237 0.5765
Si 0.2287 -0.0527 0.4984
Si 0.132 0.033 0.3584
Si 0.0231 0.034 0.4988
Si -0.0395 0.0356 0.0457
Si 0.1217 0.001 0.3024
Si -0.253 0.0953 0.252
Si -0.0263 0.0084 0.0179
Si -0.2602 0.1017 0.4096
Si 0.1216 0.6051 -0.2135
Si -0.1774 0.1108 0.4305
Si 0.052 -0.0407 0.242
Si 0.0297 0.1393 0.2725
Si -0.006 -0.0173 0.2403
Si -0.1366 0.1501 0.0517
Si 0.0294 -0.103 0.3562
Si -0.0388 -0.0109 0.1735
Si 0.1305 -0.195 0.2996
Si -0.0183 -0.0907 0.3498
Si 0.2074 -0.04 -0.6132
Si 0.0027 0.2518 0.3166
Si -0.0937 -0.1644 0.2101
Si 0.0845 -0.0373 0.3415
Si 0.2075 -0.0919 0.1185
Si 0.0886 0.0489 0.1233
Si 0.1263 -0.0045 -0.5477
Si 0.29 -0.0029 0.2306
Si 0.1842 0.0315 0.2157
Si -0.0694 0.1294 0.5117
Si -0.0511 -0.0052 0.3474
Si 0.1097 0.0019 -0.128
Si -0.0494 -0.0915 0.3572
Si 0.0765 -0.1659 -0.5865
Si 0.0399 0.0936 -0.159
Si -0.0676 0.0327 -0.3053
Si -0.0955 -0.0565 -0.0406
Si 0.0871 -0.1432 0.0283
Si 0.0066 -0.0907 -0.0414
Si 0.1656 0.1381 0.359
Si 0.0534 -0.2743 0.4072
Si -0.0258 0.0821 -0.4837
Si 0.0899 -0.1636 -0.264
Si 0.0343 0.0794 0.5621
Si 0.1435 -0.059 0.4647
Si -0.0388 -0.0168 -0.2641
Si 0.0607 0.1077 -0.3346
Si -0.0594 0.0427 -0.3531
Si -0.0351 0.196 -0.5352
Si -0.2509 0.0929 0.3982
Si 0.176 -0.0798 -0.3766
Si -0.1089 -0.3461 -0.1288
Si 0.0235 0.1941 -0.5437
Si -0.0609 0.198 -0.0033
Si -0.0132 0.3223 -0.4532
Si 0.0375 0.233 0.2878
Si -0.1762 0.1224 -0.584
Si -0.1005 0.1859 -0.32
Si 0.0563 -0.0721 -0.4587
O 0.6069 -0.2572 0.2463
O 0.0729 0.1022 0.3536
O 0.0878 0.273 0.3963
O 0.0765 -0.087 0.1122
O -0.0097 -0.1169 0.6762
O -0.1941 0.1657 0.1204
O -0.1306 0.0395 0.5682
O 0.1739 -0.1695 0.3248
O 0.121 0.319 0.3531
O 0.0824 -0.1358 0.358
O -0.2676 -0.106 0.3647
O -0.2419 -0.0727 -0.1664
O -0.334 0.0385 0.0122
O 0.1126 0.1054 0.628
O 0.1197 0.1296 0.4023
O -0.1037 -0.1013 0.0263
O -0.1873 0.0837 0.886
O 0.1148 -0.2898 -0.2807
O 0.0017 0.0815 0.6698
O -0.1268 0.091 0.7068
O 0.0288 -0.0971 0.0502
O -0.0382 0.1182 0.1261
O 0.0618 -0.0369 0.2846
O -0.0997 -0.2147 0.0128
O 0.0371 0.2135 -0.0854
O 0.1052 0.0488 0.5305
O 0.0803 -0.0292 0.6534
O 0.0942 0.0389 0.2895
O -0.1195 -0.1008 0.2388
O 0.1929 -0.1995 0.2466
O -0.1728 0.1202 0.8206
O -0.0748 -0.1269 0.735
O -0.3437 -0.3484 0.6654
O 0.2247 0.1176 0.5284
O -0.0822 -0.067 0.5314
O -0.1193 0.0265 0.3766
O 0.1426 0.0201 0.032
O -0.4763 0.2372 -0.8506
O 0.0763 -0.0211 -0.4209
O 0.1706 -0.3035 -0.4652
O -0.0682 -0.1271 0.2465
O -0.5075 0.1492 -0.4774
O 0.0549 -0.0659 -0.0345
O 0.068 -0.2682 -0.3794
O 0.0308 -0.1341 -0.1755
O -0.0347 0.2444 -0.0413
O 0.1223 0.1644 -0.7014
O 0.3029 -0.246 -0.272
O 0.3282 -0.1036 -0.1955
O -0.0698 0.0042 0.1923
O 0.1341 0.0816 -0.0248
O 0.0619 0.3005 -0.2121
O 0.1538 0.2148 -0.2351
O -0.0516 -0.4314 -0.5405
O 0.1026 -0.1059 -0.2533
O -0.0456 0.0355 -0.7456
O -0.1708 0.1076 -0.3715
O -0.0124 -0.1613 -0.1784
O 0.2494 0.0988 0.195
O 0.1607 -0.1531 -0.2703
O -0.1999 0.1115 -0.065
O 0.2923 -0.0646 -0.2525
O 0.0742 -0.1625 -0.2135
O -0.0302 0.2552 -0.2719
O 0.2745 -0.2684 -0.4087
O -0.1235 0.123 -0.2835
O -0.3218 0.0494 0.2802
O 0.0851 0.023 0.1164
O -0.3154 -0.0292 -0.4436
O 0.0983 -0.0298 -0.7724
O 0.2225 0.1546 0.2856
O -0.1181 0.0621 -0.2162
O 0.2109 -0.1159 0.0421
O -0.2225 0.0141 0.1986
O -0.0116 0.3295 0.3033
O 0.1616 0.187 -0.1527
O -0.2078 0.1126 -0.308
O -0.1346 0.2503 -0.5509
O -0.0413 0.0836 -0.0095
O 0.0694 0.0422 -0.0263
O 0.0574 -0.1271 -0.0501
O 0.1587 -0.2461 0.2433
O 0.0162 -0.2653 0.1718
O -0.3512 0.1005 -0.054
O -0.2914 0.0975 0.0065
O -0.2418 0.1734 0.2591
O 0.2308 -0.001 0.0526
O -0.1438 -0.0765 -0.0556
O 0.3859 0.1274 0.2233
O -0.1882 -0.1145 -0.1776
O -0.4001 0.1034 0.2983
O 0.1888 0.2612 0.1836
O 0.0862 -0.1058 -0.279
O 0.0972 0.0144 0.1989
O 0.2097 0.119 0.2701
O 0.1875 -0.1743 0.0204
O 0.0426 -0.1493 0.1929
O 0.1122 -0.1155 -0.1542
O -0.0405 -0.003 -0.1496
O 0.0515 0.062 0.1072
O -0.3119 0.0133 0.0024
O -0.1528 -0.2145 0.1645
O 0.219 -0.0107 -0.2189
O 0.032 -0.0532 -0.1318
O 0.0001 -0.0188 -0.626
O 0.1081 -0.1688 -0.2112
O -0.0871 0.2744 -0.5581
O -0.194 0.0605 0.4248
O -0.3695 -0.0285 -0.5068
O -0.1635 -0.2171 0.0441
O 0.0273 0.2204 -0.2067
O 0.2643 0.3405 -0.0384
O -0.1912 0.1909 0.5249
O 0.164 -0.0519 -0.1038
O -0.0012 -0.0016 -0.0536
O -0.2264 0.0243 0.3985
Si -0.0085 0.0577 0.0113
Si -0.0237 0.0087 -0.0787
Si 0.0907 -0.0013 -0.086
Si -0.0386 -0.0884 -0.0103
Si 0.048 0.0311 -0.0864
Si 0.0165 0.0202 -0.0287
Si 0.017 -0.0462 -0.0469
Si 0.0065 0.0061 0.0011
Si -0.053 -0.0829 0.0445
Si 0.0301 0.0973 0.0197
Si -0.0448 -0.0105 -0.0136
Si -0.0373 -0.0246 -0.0378
Si -0.0529 -0.0788 0.0248
Si 0.0205 0.0037 -0.0113
Si 0.0922 0.0266 0.0177
Si 0.0475 0.0318 -0.0633
Si 0.0078 -0.0127 -0.028
Si 0.0207 0.0151 -0.0535
Si 0.0303 -0.0533 -0.0102
Si -0.0147 0.1009 0.0242
Si 0.0093 0.0127 0.0395
Si -0.0042 0.0371 -0.0163
Si 0.0026 -0.0188 -0.0321
Si -0.0419 0.065 0.0079
Si 0.0147 0.0158 0.004
Si 0.0009 -0.0097 -0.0037
Si -0.0076 0.0053 -0.0313
Si 0.0382 -0.0927 0.0147
Si 0.0087 -0.0039 0.0138
Si 0.0285 0.0429 0.0088
Si -0.0122 0.0201 -0.0057
Si -0.0279 -0.018 0.0274
Si -0.0981 0.0144 0.0086
Si -0.0464 -0.0103 0.0103
Si -0.0484 0.0186 0.0089
Si -0.0166 0.0045 -0.0094
Si 0.0116 0.0198 -0.0052
Si 0.0211 0.0028 0.014
Si 0.0384 0.0081 -0.0131
Si -0.0271 -0.0504 0.0107
Si 0.0143 0.0174 0.0046
Si 0.0235 -0.0149 -0.0116
Si -0.008 -0.0117 0.0051
Si -0.0025 -0.0204 -0.0043
Si -0.0057 -0.0428 -0.0031
Si 0.0448 0.0274 0.0073
Si 0.0223 -0.0307 -0.0204
Si -0.0076 0.0019 -0.002
Si -0.0221 -0.0211 0.0038
Si 0.0008 -0.0074 0.0128
Si 0.031 0.0449 0.0153
Si 0.015 -0.0189 -0.0114
Si 0.0063 -0.007 0.0108
Si 0.0157 -0.013 -0.0049
Si -0.0036 0.0195 0.0059
Si 0.0131 0.0041 0.0009
Si -0.0086 0.0071 -0.0047
Si -0.0029 0.0001 -0.005
Si -0.0114 0.0177 0.0032
Si -0.025 0.0115 -0.0151
Si -0.0031 0.022 -0.005
Si -0.0164 0.0242 0.0097
Si 0.0042 0.0263 0.001
Si -0.012 -0.0103 -0.0012
Si -0.001 0.0093 0.001
Si 0.0082 -0.0178 0.006
Si -0.0071 0.0058 0.0098
Si -0.0077 0.0008 0.0014
Si -0.0387 -0.0106 -0.006
Si -0.0216 0.0316 -0.0059
Si -0.0242 0.0121 -0.0001
Si -0.0212 -0.0319 -0.0143
